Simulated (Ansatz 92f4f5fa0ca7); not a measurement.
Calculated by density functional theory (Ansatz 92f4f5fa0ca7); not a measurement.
Periodic cell of 192 atoms, Si128O64, from a study of silicon, its oxide and their interface. The atomic structure is a simulated model.
This geometry differs little from another in the collection (a relaxation step or a small displacement).

Settings
functional: r2SCAN
potential files: Ansatz PAW
basis: plane waves
wave-function cutoff: 800 eV
density cutoff ratio: 5
exchange-correlation grid ratio: 1
k mesh: 1 x 1 x 1, shifted by 0.5 0.5 0 of a step
self-consistency stop: 1e-10 eV per atom in the density residual
occupations: fixed
spin: none
net charge: 0

Cell vectors (angstrom)
a, 10.887, 0, 0
b, 0, 10.887, 0
c, 0, 0, 28.5212

Atoms and the computed forces on them: element, x, y, z (angstrom), force x, y, z (eV/angstrom)
Si, -1.0984, 3.1305, -3.3102, 0.0008, 0.009, -0.1561
Si, 6.8056, 4.3811, -11.025, -0.0005, -0.0198, -0.114
Si, 4.1145, 7.3965, -1.8967, 0.0073, 0.0301, -0.1671
Si, 3.8656, 6.1064, -7.3233, -0.0076, 0.0134, -0.1992
Si, 3.9777, -1.2641, 1.8557, 0.0093, 0.0105, -0.0228
Si, 10.9625, 2.8843, 2.5716, -0.0006, -0.0018, 0.0058
Si, -0.7913, 4.7461, 1.3041, -0.018, -0.0152, -0.0725
Si, 9.4714, 11.1994, -0.9239, -0.0181, 0.0281, -0.1461
Si, 5.7784, 1.0939, 1.06, 0.009, 0.0123, -0.0874
Si, 4.629, 2.805, -4.2394, -0.0109, 0.0192, -0.2073
Si, 2.4238, 8.3332, 0.5682, 0.0073, 0.0133, -0.0868
Si, 1.9583, 12.7926, 1.5045, 0.001, -0.0148, -0.0533
Si, 8.4446, -5.0659, -4.0167, 0.0121, 0.0283, -0.1908
Si, 8.8821, 3.167, -1.1216, -0.0109, -0.0191, -0.1182
Si, 5.5451, 8.1864, 2.7776, 0.0034, 0.0007, 0.0012
Si, 9.0939, 9.1822, 1.5401, 0.0078, 0.0252, -0.0571
Si, 1.5467, -0.0325, -0.9378, 0.0099, -0.004, -0.1616
Si, 5.2, 2.779, 2.6018, -0.0068, 0.0008, 0.0048
Si, -0.0631, 8.1865, 2.7741, 0.0015, -0.0039, 0.0043
Si, 2.6064, 5.4765, 2.7906, -0.0011, -0.0081, 0.0058
Si, 1.0257, 6.5784, 1.4816, -0.0008, 0.0014, 0.004
Si, 8.1226, -0.0469, 2.8024, -0.0091, 0.0118, -0.0244
Si, 7.1245, 7.3697, -1.779, 0.0382, 0.0021, -0.1854
Si, 8.2797, 5.6022, 2.6061, 0.0003, 0.0011, 0.0071
Si, 1.3361, 4.1048, 4.1827, -0.0012, 0.0027, 0.0008
Si, 4.1062, 1.4951, 4.2649, 0.0028, 0.0007, -0.0027
Si, 1.2764, 9.5815, 4.1346, 0.0023, -0.0011, -0.0025
Si, 4.1207, 6.7873, 4.0414, -0.0039, 0.0006, -0.0016
Si, 6.808, 4.0976, 3.8335, 0.0001, 0, -0.0038
Si, 9.5486, 1.446, 3.9453, 0.0023, 0.0035, -0.0031
Si, 6.7774, 9.5735, 4.2364, -0.0036, -0.0013, 0.0005
Si, 9.5057, 6.8623, 4.1857, -0.0006, -0.0004, 0.0005
Si, -0.0761, 0.0521, 5.446, -0.0001, 0.0001, 0.0004
Si, 2.6964, 2.7795, 5.5688, -0.0001, 0.0002, -0.0008
Si, -0.02, 5.4737, 5.5044, 0.0004, -0.0012, 0.0019
Si, 2.7275, 8.1771, 5.3926, 0.0005, -0.0002, 0.0006
Si, 5.4315, 0.06, 5.5519, -0.0004, -0.0013, 0.0009
Si, 8.1444, 2.767, 5.3102, 0.0016, 0.0005, 0.0002
Si, 5.4754, 5.3901, 5.357, 0.0013, -0.0006, -0.0001
Si, 8.1554, 8.1937, 5.5412, 0.0018, 0.0004, 0.0009
Si, 1.3425, 1.3408, 6.819, 0.0008, -0.0009, 0.0006
Si, 4.1288, 4.1097, 6.8408, 0.0017, 0, 0.0014
Si, 1.3943, 6.8215, 6.8163, -0.0005, 0.0004, 0.0017
Si, 4.0578, 9.5186, 6.8005, -0.0002, 0.0002, 0.0008
Si, 6.8592, 1.4087, 6.8109, -0.0006, 0.0004, 0.0018
Si, 9.4864, 4.0731, 6.7647, -0.0001, 0.0008, 0.0014
Si, 6.7973, 6.7497, 6.7776, 0.0013, -0.0005, 0.0008
Si, 9.5304, 9.5505, 6.865, 0.0004, 0.0005, 0.0015
Si, -0.028, 2.7056, 8.1192, -0.0005, -0.0002, 0.0013
Si, 2.7034, -0.0369, 8.171, 0.0004, -0.0002, 0.0011
Si, 0.0349, 8.1663, 8.2025, 0.0002, 0.0003, 0.0005
Si, 2.7589, 5.4575, 8.184, -0.0001, 0.0006, 0.0005
Si, 5.4777, 2.725, 8.203, 0.0008, 0.0008, 0.0005
Si, 8.1757, 0.0201, 8.2018, 0.0017, 0.0002, 0.0005
Si, 5.4442, 8.129, 8.1034, 0.0004, 0.0003, 0.0013
Si, 8.1707, 5.4219, 8.1581, 0.0006, -0.0001, 0.0011
Si, 1.3607, 4.0335, 9.4616, 0.0008, 0.0011, 0.0015
Si, 4.1005, 1.2956, 9.5122, 0.0005, -0.0003, 0.0005
Si, 1.3985, 9.5024, 9.5825, -0.0003, 0.0005, 0.0012
Si, 4.1353, 6.81, 9.5178, -0.0005, -0.0001, 0.0015
Si, 6.8681, 4.0684, 9.5581, 0.0002, 0.0004, 0.0012
Si, 9.5855, 1.3425, 9.5365, 0, 0.0002, 0.001
Si, 6.8107, 9.4589, 9.4755, 0.0017, 0.0001, 0.0012
Si, 9.5463, 6.7596, 9.53, 0.0004, 0.0003, 0.001
Si, 0.0282, -0.0247, 10.9301, 0.0002, -0.0001, 0.0004
Si, 2.6758, 2.6318, 10.8266, 0.0001, -0.0012, 0.0012
Si, 0.0292, 5.3581, 10.8636, -0.0001, 0.0006, 0.0017
Si, 2.7989, 8.1331, 10.9027, 0.0002, 0.0001, 0.0005
Si, 5.455, -0.1175, 10.8556, -0.0007, 0.0009, 0.0005
Si, 8.2541, 2.6869, 10.8942, -0.0005, 0.0003, -0.0002
Si, 5.5161, 5.4697, 10.8667, 0.0012, -0.0004, -0.0001
Si, 8.1814, 8.1397, 10.8793, 0.0011, -0.0006, 0.0012
Si, 1.3833, 1.2884, 12.338, 0.0008, 0.0007, 0.0009
Si, 4.1029, 4.0212, 12.0193, 0.0004, 0.0013, 0.0006
Si, 1.4282, 6.7172, 12.1547, 0.0017, -0.0011, -0.0006
Si, 4.1383, 9.4514, 12.3314, 0.0002, 0.0008, 0.0011
Si, 6.9187, 1.2013, 12.108, 0.0016, -0.0007, 0.0006
Si, 9.6249, 3.993, 12.316, 0.0019, -0.0001, 0.0006
Si, 6.8657, 6.8025, 12.3085, -0.0018, 0.0017, -0.0003
Si, 9.5519, 9.4781, 12.2543, -0.0016, 0.0016, -0.0007
Si, 0.0421, 2.6038, 13.7951, -0.0002, 0.0007, -0.0009
Si, -0.4485, -0.6914, 16.3772, -0.0198, -0.0069, -0.0764
Si, 0.0745, 8.0628, 13.4966, 0.0017, 0.0002, 0.0001
Si, 2.8045, 5.3159, 13.4374, -0.0013, 0.0018, 0.0008
Si, 5.4701, 2.5882, 13.2051, -0.0027, -0.002, -0.0007
Si, 6.774, 3.8897, 14.5669, 0.0055, 0.0042, 0.0119
Si, 5.5301, 8.1503, 13.764, 0.0018, -0.0017, -0.0011
Si, 8.2652, 5.4051, 13.6059, 0.0003, -0.001, 0.0015
Si, 0.348, 3.2536, 20.877, 0.0166, 0.0227, -0.2162
Si, 2.7367, -0.1172, 13.6983, -0.0002, 0.0007, -0.0011
Si, 1.3345, 9.3374, 15.0279, 0.0018, 0.0012, 0.0064
Si, 1.9036, 3.689, 25.271, -0.0186, 0.0312, -0.1994
Si, 7.6039, 2.413, 16.1987, 0.0049, -0.0021, 0.0002
Si, 2.9142, -1.1427, 25.1351, -0.0002, 0.0237, -0.2003
Si, 8.208, 10.837, 13.6627, 0.0038, -0.0016, 0.0023
Si, 4.1095, 6.63, 14.8842, -0.0021, 0.0064, -0.0007
Si, -1.3944, 1.2515, 15.2132, 0.0068, -0.0023, -0.0025
Si, 3.4571, 3.0798, 16.0477, 0.0032, 0.0119, -0.0544
Si, -2.1434, 8.4457, 16.2839, 0.0013, 0.0018, 0.0036
Si, -5.7837, 15.6738, 15.9306, 0.0018, 0.0041, 0.0088
Si, 5.3931, 3.7664, 20.1888, 0.0265, -0.0211, -0.2348
Si, 6.9147, -1.3489, 15.1892, -0.0093, 0.0011, 0.002
Si, 11.4846, 5.6903, 16.2032, 0.0066, -0.0042, -0.0039
Si, 9.7062, 6.7299, 14.9558, -0.0021, -0.0028, 0.0048
Si, -41.3794, 11.6797, 20.6113, -0.0157, -0.0077, -0.199
Si, -9.3143, 25.7683, 14.9546, 0.0001, -0.0087, 0.0017
Si, -9.6481, 5.5433, 22.9144, 0.0064, 0.0096, -0.1725
Si, -2.5073, 20.7053, 25.3624, 0.0033, -0.0118, -0.2031
Si, 21.9891, 9.7388, 19.4293, 0.0097, -0.0018, -0.1981
Si, -11.3857, -3.7314, 22.7471, 0.0016, -0.0055, -0.1497
Si, 25.6321, 15.2195, 27.5202, -0.0353, 0.0079, -0.1273
Si, 10.9948, -11.8667, 23.67, -0.011, -0.0074, -0.1786
Si, 0.2768, 5.3523, 18.5538, -0.0155, 0.035, -0.167
Si, -3.4953, -14.336, 29.9133, -0.0089, -0.0159, -0.0743
Si, -17.5088, 12.2187, 14.7416, -0.0001, -0.0046, 0.0047
Si, -2.3751, -3.9305, 18.1117, 0.0071, -0.0201, -0.1637
Si, -6.4913, 11.1329, 22.801, -0.0304, 0.0006, -0.1981
Si, 3.4696, 14.7202, 29.9016, -0.0014, 0.0036, -0.0003
Si, -5.11, 24.7055, 27.0638, 0.018, -0.0038, -0.1319
Si, 4.1605, -9.3932, 18.577, 0.0248, 0.0105, -0.1975
Si, -3.6536, -11.5576, 22.5437, 0.0134, -0.0332, -0.1817
Si, -8.2295, 0.202, 31.54, 0.0012, 0.0003, 0.0015
Si, -15.7744, 26.7573, 22.7308, -0.0196, 0.0006, -0.2133
Si, 2.3757, 7.4298, 19.1315, -0.0228, -0.0065, -0.181
Si, -1.3812, 1.4258, 22.6199, 0.0145, -0.0014, -0.1962
Si, -4.9449, 0.6189, 16.2292, 0.0213, -0.0006, -0.0562
Si, -13.0972, 8.1691, 20.6456, -0.0016, -0.0125, -0.2384
Si, 13.2028, 7.4606, 16.1387, -0.0145, -0.004, -0.0562
O, 3.0527, -42.9931, -9.2545, -0.0433, -0.0089, 0.1095
O, -10.2432, 15.1887, -6.4611, 0.0126, 0.0508, 0.1178
O, 7.1383, -14.7304, -0.2015, 0.0093, 0.0054, 0.1448
O, -12.4019, -0.9136, 0.1115, -0.0084, -0.0519, 0.0994
O, -25.0225, -15.6698, -2.6515, -0.0403, 0.03, 0.1117
O, -23.4886, -19.9944, -0.2923, 0.0043, -0.0079, 0.0645
O, -11.0245, 22.2039, -5.5879, 0.0063, -0.0233, 0.0766
O, -1.2839, 26.1143, -0.2337, 0.0333, 0.0481, 0.1145
O, -20.5007, 8.5322, -9.0435, -0.0089, 0.0136, 0.0639
O, -24.903, -12.8472, -6.7975, -0.0363, 0.0544, 0.1082
O, 16.42, 13.2591, -2.9716, 0.0231, 0.025, 0.1573
O, 1.6854, -8.55, -7.7939, -0.0129, 0.0105, 0.0663
O, 10.97, 11.1603, -1.5577, 0.0093, -0.005, 0.0625
O, -27.7408, -8.6093, -8.7402, 0.0123, 0.0313, 0.0968
O, -6.8024, -5.1028, -1.7532, -0.0031, -0.0321, 0.0694
O, 0.0593, 10.3742, -10.5846, 0.0257, -0.0136, 0.1499
O, -5.6685, 6.2658, 22.0883, 0.0353, -0.0132, 0.0892
O, -12.2581, -25.6829, 21.3736, 0.0472, -0.0216, 0.1254
O, -7.5012, 2.5605, 17.6199, 0.0109, -0.0382, 0.1084
O, 0.0348, -13.09, 22.6171, 0.0054, 0.0342, 0.0809
O, -18.6983, -10.6002, 21.8547, 0.0662, -0.0171, 0.1271
O, 4.8796, 12.6461, 23.0927, 0.0021, 0.0365, 0.0925
O, 12.4367, 20.7034, 24.3167, 0.0506, -0.0051, 0.0941
O, -7.6552, -2.7037, 25.5006, 0.024, -0.0428, 0.0856
O, -5.8288, -17.4675, 23.8555, -0.0261, -0.0447, 0.1063
O, -8.2884, -4.8524, 22.1828, -0.0604, -0.0096, 0.1011
O, 8.091, 8.5758, 26.3318, -0.0216, -0.0335, 0.0812
O, 14.4932, 29.1218, 20.1801, 0.0362, -0.026, 0.1032
O, -14.0057, 29.2828, 19.456, -0.0011, 0.0314, 0.148
O, -7.852, 24.5646, 24.5431, -0.0183, 0.0087, 0.0777
O, -23.1357, 15.542, 24.7157, 0.003, -0.0454, 0.083
O, -14.5216, 22.4212, 30.0916, 0.0121, -0.0134, 0.0401
O, -23.3343, -3.8134, 23.989, -0.0505, -0.0216, 0.095
O, 20.0661, -8.6822, 24.0091, 0.0022, 0.0444, 0.1388
O, 17.1101, 14.7521, 21.5704, 0.0173, 0.0297, 0.1402
O, 35.3605, -11.1058, 26.4539, -0.0338, 0.0241, 0.1173
O, 18.2063, -11.8136, 24.1505, 0.0278, -0.0111, 0.1362
O, 9.6512, 41.9111, 19.9205, -0.0334, -0.0196, 0.0908
O, 12.5424, 5.0631, 24.4221, 0.0285, -0.0605, 0.1317
O, -16.9391, 32.4349, 29.4031, -0.0132, -0.0132, 0.0349
O, -8.9814, 1.2273, 28.5232, 0.0106, 0.041, 0.0943
O, 5.685, -0.4613, 22.1179, -0.0038, 0.0085, 0.0642
O, 5.2044, 11.473, 17.7212, -0.0446, 0.0168, 0.0996
O, 5.7609, -9.2209, 28.0672, -0.0036, -0.0352, 0.0967
O, -18.8417, -3.1491, 17.6471, 0.0015, 0.0008, 0.1232
O, 9.8626, 9.6783, 24.7727, -0.0418, 0.0043, 0.095
O, 13.3244, -17.8863, 26.7929, 0.0635, 0.0145, 0.1292
O, -13.5966, 33.2646, 22.1811, 0.0037, 0.004, 0.0653
O, -11.8156, -19.3941, 21.3823, -0.0378, -0.0376, 0.105
O, -10.0826, -10.9266, 20.4239, 0.02, 0.0283, 0.0829
O, 16.5234, -13.9731, 26.3039, -0.0066, -0.0072, 0.0576
O, 1.6303, -15.787, 19.1972, 0.0288, 0.0178, 0.0865
O, -3.0808, -5.2185, 17.4078, 0.0142, 0.0319, 0.0596
O, -3.4848, 16.3168, 23.3387, 0.0477, 0.0114, 0.098
O, -10.8851, -6.8812, 19.4528, 0.0063, -0.0728, 0.1471
O, 14.951, 10.3634, 24.1861, -0.03, -0.0374, 0.1161
O, 31.7282, -4.4498, 18.674, 0, -0.0012, 0.074
O, 3.6083, -2.9688, 28.0484, -0.0367, 0.0151, 0.1114
O, 8.4067, 0.2029, 26.3683, 0.0213, 0.0289, 0.1022
O, 11.3959, 13.7685, 25.2871, -0.0081, -0.0095, 0.0657
O, 6.4221, 15.1569, 19.0556, -0.0516, -0.0071, 0.1613
O, 23.2148, -12.3182, 28.3982, 0.0105, -0.0406, 0.0736
O, 36.754, 15.626, 20.326, -0.0107, 0.0255, 0.0823
O, 7.2922, -29.1322, 27.2396, -0.0152, 0.0008, 0.0498

Results
free energy: -118372.256 eV
free energy less fixed offsets of O -570.45, Si -639.56 eV per atom: 0.224 eV

The program warned: the cutoff lies below the one the program advises for these potential files; the forces do not sum to zero within the program's tolerance; empty levels may hold ghost states of the PAW files; the exchange-correlation potential is rough where the density is thin.
